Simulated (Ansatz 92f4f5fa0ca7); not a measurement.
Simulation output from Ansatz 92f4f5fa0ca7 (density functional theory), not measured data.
Periodic cell of 226 atoms, Si133O92P1, from a study of silicon, its oxide and their interface. The atomic structure is a simulated model.
Doubt: the cutoff is far below the 930 eV that the study's wrapper takes by default for these files, so forces and energies are approximate.
This geometry differs little from another in the collection (a relaxation step or a small displacement).

Settings: functional PBE; potential files Ansatz PAW; basis plane waves; wave-function cutoff 580 eV; density cutoff ratio 5; exchange-correlation grid ratio 1; k mesh 1 x 1 x 1, Gamma-centred; self-consistency stop 5e-08 eV per atom in the density residual; occupations fixed; spin none; net charge +1 e, with a uniform compensating background and no finite-size correction.

Cell vectors (angstrom)
a, 10.938, 0, 0
b, 0, 10.938, 0
c, 0, 0, 31.9494

Atoms: element, x, y, z (angstrom)
Si, 10.626, -0.0015, 24.402
Si, 5.0752, 0.1281, 24.6677
Si, 2.8216, 2.2965, 24.5374
Si, 8.5732, 2.4385, 24.5494
Si, 10.7047, 5.5885, 24.3337
Si, 5.1545, 5.6114, 24.4344
Si, 2.9873, 7.9533, 24.3898
Si, 8.416, 7.8288, 24.4207
Si, 1.2854, 1.1298, 25.83
Si, 6.831, 1.3356, 25.7433
Si, 3.9893, 4.0273, 25.7424
Si, 9.684, 4.0082, 25.8602
Si, 1.3397, 6.7928, 25.6564
Si, 6.7881, 6.7134, 25.7559
Si, 4.0007, 9.4602, 25.946
Si, 9.4797, 9.4446, 25.7894
Si, 2.6392, -0.1298, 27.275
Si, 8.1394, -0.072, 27.141
Si, 0.0833, 2.6516, 27.2129
Si, 5.4615, 2.7259, 27.1164
Si, 2.6581, 5.4191, 27.1076
Si, 8.179, 5.3598, 27.1393
Si, 0.0004, 8.1417, 27.1147
Si, 5.5111, 8.1439, 27.1798
Si, 4.0886, 1.328, 28.5134
Si, 9.5372, 1.3199, 28.4913
Si, 1.3878, 4.0665, 28.5658
P, 6.8083, 4.0577, 28.5244
Si, 4.085, 6.7703, 28.4738
Si, 9.5524, 6.774, 28.4998
Si, 1.2887, 9.4768, 28.6161
Si, 6.8233, 9.5363, 28.5617
Si, -0.0495, -0.02, 29.9325
Si, 5.4479, -0.0238, 29.9002
Si, 2.7628, 2.7112, 29.9032
Si, 8.1775, 2.707, 29.8769
Si, -0.0106, 5.4397, 29.8944
Si, 5.4594, 5.4376, 29.8875
Si, 2.7378, 8.1378, 29.9107
Si, 8.2239, 8.1804, 29.8831
Si, 1.3643, 1.3672, 31.2547
Si, 6.8008, 1.3713, 31.2604
Si, 4.1202, 4.0627, 31.2789
Si, 9.5395, 4.1014, 31.2537
Si, 1.3553, 6.8121, 31.2772
Si, 6.8464, 6.8348, 31.2433
Si, 4.0795, 9.556, 31.2652
Si, 9.5533, 9.5444, 31.2942
Si, 2.7357, 0.0157, 0.6841
Si, 8.2049, 0.0245, 0.6665
Si, -0.0001, 2.745, 0.6724
Si, 5.4846, 2.7453, 0.7272
Si, 2.7481, 5.4674, 0.6734
Si, 8.2069, 5.4944, 0.6838
Si, 0.0178, 8.213, 0.7139
Si, 5.4728, 8.2156, 0.6792
Si, 4.0966, 1.3815, 2.0762
Si, 9.5985, 1.3631, 2.0394
Si, 1.3552, 4.144, 2.0479
Si, 6.8429, 4.1586, 2.0614
Si, 4.0949, 6.8548, 2.0394
Si, 9.5817, 6.851, 2.0753
Si, 1.3725, 9.6206, 2.0698
Si, 6.8334, 9.6295, 2.0381
Si, 0.0253, 0.0445, 3.4769
Si, 5.4823, 0.0387, 3.4562
Si, 2.7089, 2.7743, 3.4047
Si, 8.2602, 2.7871, 3.3464
Si, 0.0321, 5.5213, 3.4767
Si, 5.4696, 5.5365, 3.4331
Si, 2.7416, 8.2447, 3.4001
Si, 8.2404, 8.2982, 3.3845
Si, 1.3721, 1.4631, 4.8498
Si, 6.9099, 1.4802, 4.7256
Si, 4.0549, 4.1604, 4.7563
Si, 9.6056, 4.085, 4.7843
Si, 1.368, 6.981, 4.8431
Si, 6.8369, 7.0022, 4.7302
Si, 4.0967, 9.5752, 4.7952
Si, 9.6187, 9.5857, 4.8431
Si, 2.757, 0.0409, 6.1347
Si, 8.2942, 0.1299, 6.0924
Si, 0.0177, 2.806, 6.3129
Si, 5.5112, 2.8429, 6.0633
Si, 2.753, 5.5996, 6.1389
Si, 8.2563, 5.609, 5.949
Si, 0.0481, 8.3135, 6.3703
Si, 5.5015, 8.3093, 6.2296
Si, 4.4199, 1.191, 7.3246
Si, 9.8112, 1.1568, 7.6269
Si, 1.1776, 4.513, 7.5082
Si, 6.6459, 4.5463, 7.2388
Si, 4.3254, 6.7094, 7.5425
Si, 9.7258, 6.6229, 7.5009
Si, 1.2828, 9.9468, 7.701
Si, 6.7214, 9.9765, 7.4153
O, 9.5846, 1.2405, 23.9765
O, 4.1057, 6.8009, 23.9368
O, 4.0141, 1.2464, 24.0486
O, 9.5337, 6.7004, 23.9066
O, -0.0291, 5.555, 8.0074
O, 5.5683, 0.1366, 7.9036
O, 0.0735, 0.095, 8.138
O, 5.5367, 5.6144, 7.8664
O, 7.6151, 3.956, 8.41
O, 8.7202, 7.0604, 8.7502
O, 2.186, 9.4608, 9.0271
O, 8.8957, 1.682, 8.9222
O, 7.6268, 9.4868, 8.7025
O, 3.5946, 1.8359, 8.5811
O, 3.5839, 7.2271, 8.9396
O, 2.0658, 4.0241, 8.8137
O, 8.1435, 3.5085, 23.3711
O, 0.4332, 4.9204, 22.9619
O, 1.9199, 2.7751, 23.2581
O, 5.8279, 4.8934, 23.1187
O, 5.5442, 10.0094, 23.5112
O, 2.4479, 8.6996, 23.0196
O, 0.1925, 10.061, 23.0832
O, 7.761, 8.5515, 23.0881
Si, 8.6567, 7.7017, 18.4426
Si, 8.7875, 6.3619, 13.6325
Si, 3.7963, 1.5425, 14.7367
Si, 2.1416, 5.7496, 17.6221
Si, 2.4222, 3.1455, 19.4862
Si, 9.8177, 9.0348, 12.0828
Si, 1.3343, 9.4211, 22.0602
Si, 9.1753, 0.9696, 13.1958
Si, 1.4235, 5.0573, 13.0281
Si, 1.7962, 8.2567, 12.8182
Si, 6.6492, 9.549, 22.4165
Si, 4.5304, 4.6031, 15.7067
Si, 8.2138, 3.028, 9.5845
Si, 0.8429, 8.2435, 19.2533
Si, 6.9626, 1.3388, 21.0868
Si, 8.2295, 8.3248, 9.6786
Si, 10.8891, 5.2072, 15.6069
Si, 7.5699, 9.5058, 16.3182
Si, 9.9403, 2.0541, 20.2926
Si, 3.2203, 8.5162, 9.9185
Si, 6.6967, 3.3469, 17.4069
Si, 1.1706, 0.2106, 19.7932
Si, 3.2365, 2.8183, 12.3012
Si, 7.2159, 5.3935, 19.6786
Si, 5.7493, 8.6764, 11.549
Si, 5.7877, 6.0787, 13.2016
Si, 4.634, 9.7055, 17.6224
Si, 1.025, 3.5973, 22.1663
Si, 4.9008, 1.4814, 18.8011
Si, 3.1954, 3.0917, 9.5224
Si, 6.4537, 10.8268, 13.7925
Si, 10.3518, 0.1207, 15.9701
Si, 5.6618, 3.6652, 11.1556
Si, 9.8448, 3.9036, 11.9055
Si, 2.3446, 9.9267, 15.5442
Si, 6.0717, 8.1185, 19.7981
Si, 6.9385, 3.964, 22.3644
Si, 9.7583, 2.7791, 17.3647
O, 7.1974, 6.3828, 13.9745
O, 1.8845, 7.0584, 18.6769
O, 10.2909, 4.0412, 16.5309
O, 6.1673, 9.9631, 17.059
O, 10.1489, 0.7113, 14.469
O, 8.444, 6.1182, 18.8591
O, 5.1742, 0.6918, 14.4353
O, 5.7185, 2.054, 17.523
O, 8.358, 1.9446, 20.5669
O, 1.9979, 4.3013, 18.4042
O, 6.9635, 2.8143, 10.63
O, 4.8724, 2.7112, 12.2149
O, 6.0325, 4.3945, 16.3482
O, 4.565, 3.9251, 9.9332
O, 10.7, 2.7587, 21.5639
O, 9.7233, 6.164, 14.9694
O, 6.0047, 6.4827, 19.848
O, 4.0826, 0.168, 18.2896
O, 9.2599, 10.5562, 12.274
O, 2.8559, 4.361, 12.7081
O, 1.9137, 10.7086, 21.2088
O, 3.9986, 2.7176, 19.3944
O, 0.7313, 10.0451, 15.9624
O, 1.2818, 9.8019, 18.8353
O, 1.7117, 1.669, 19.2731
O, 8.9426, 10.3935, 16.4997
O, 4.8722, 8.5803, 18.7921
O, 9.579, 8.7559, 10.4864
O, 6.7463, 4.082, 18.8601
O, 2.8443, 1.7211, 13.4084
O, 5.8158, 8.7665, 21.2695
O, 2.5442, 2.4513, 10.875
O, 7.6148, 4.8467, 21.1721
O, 5.2112, 7.4847, 12.5553
O, 0.4352, 9.071, 12.5003
O, 7.5838, 1.0637, 13.576
O, 7.1093, 9.64, 14.7475
O, 8.9793, 5.0337, 12.697
O, 8.0896, 8.0428, 16.9187
O, 6.228, 2.5534, 21.9208
O, 2.4617, 9.0709, 14.1094
O, 0.4278, 4.4938, 11.8622
O, 0.8186, 8.3135, 20.932
O, 9.3908, 3.8404, 10.3456
O, 9.6574, 2.3885, 12.5251
O, 7.619, 8.5598, 19.4057
O, 2.5522, 8.1736, 11.3653
O, 3.98, 3.0619, 15.3779
O, 0.8329, 4.4902, 14.4382
O, 10.0559, 2.9994, 18.9612
O, 9.1457, 7.8071, 12.944
O, 10.5173, 0.5322, 20.0761
O, 6.0316, 5.0501, 11.9324
O, 8.1569, 2.744, 17.0204
O, 3.5395, 5.4828, 16.7285
O, 4.6709, 9.1363, 10.3834
O, 1.5359, 6.6781, 13.1823
O, 4.7629, 5.4936, 14.3435
O, 2.0512, 3.8567, 20.9229
O, 10.5533, 1.4121, 16.9533
O, 0.9494, 6.0731, 16.5537
O, 7.3525, 10.9354, 21.9298
O, 5.9395, 0.91, 19.9179
O, 6.0695, 10.0352, 12.4063
O, 2.8501, 0.5484, 15.6064
O, 7.0529, 8.022, 10.7753
O, 10.2428, 8.0189, 18.6934
O, 3.4457, 9.1992, 16.5788

Results
free energy: -137633.817 eV
free energy less fixed offsets of O -568.88, P -755.39, Si -635.61 eV per atom: -5.337 eV

Forces (eV/angstrom), in the order of the atoms: element, x, y, z
Si, -0.0015, 0.0088, -0.0104
Si, -0.0065, 0.0138, 0.028
Si, 0.0081, -0.0062, 0.015
Si, 0.0048, 0.0031, -0.0029
Si, -0.0063, -0.0083, -0.0093
Si, 0.0132, -0.0082, -0.0161
Si, 0.0058, 0.0115, 0.0003
Si, -0.0094, -0.0126, -0.0244
Si, 0.0101, -0.0012, 0.0204
Si, -0.0182, 0.0112, 0.0091
Si, 0.0157, -0.0252, 0.0073
Si, -0.013, 0.0153, 0.0169
Si, -0.0026, 0.0025, 0.0092
Si, 0.0126, -0.0063, 0.013
Si, -0.0034, 0.007, 0.0124
Si, 0.009, -0.0034, 0.0165
Si, -0.0017, -0.0042, -0.0033
Si, -0.003, -0.0042, 0.0105
Si, 0.0039, -0.0086, 0.0012
Si, -0.0017, -0.0046, -0.0056
Si, -0.0094, 0.005, 0.0125
Si, 0.0086, -0.008, -0.0057
Si, -0.0066, -0.002, 0.0039
Si, -0.0095, 0.007, 0.0007
Si, 0.0006, 0.002, -0.0003
Si, 0.0043, -0.0003, -0.0001
Si, 0.0075, 0.0002, 0.0074
P, -0.001, 0.0062, 0.0004
Si, -0.003, 0.0009, -0.0011
Si, 0.0015, 0.0036, -0.0041
Si, 0.0001, 0.0012, 0.0108
Si, 0.0074, -0.001, 0.0045
Si, -0.0022, -0.0052, -0.0045
Si, -0.0034, 0.004, -0.004
Si, 0.0042, 0.0021, -0.0024
Si, -0.0006, -0.0007, 0.0065
Si, -0.0038, -0.0006, -0.0016
Si, 0.0014, -0.0051, 0.0042
Si, -0.0055, -0.0017, -0.0038
Si, 0.0016, 0.0019, -0.0019
Si, 0.0019, 0.002, -0.0027
Si, 0.002, -0.0008, 0.0028
Si, 0.0008, -0.0019, -0.0008
Si, 0.002, 0.0015, -0.0016
Si, 0.0023, -0.0012, -0.0012
Si, 0.0009, -0.0006, -0.002
Si, 0.0007, 0.0041, -0.0012
Si, -0.0008, 0, -0.002
Si, -0.0007, -0.0011, -0.0005
Si, -0.0038, 0.0013, -0.0017
Si, -0.0026, 0.0017, -0.0006
Si, -0.0009, 0.0015, -0.0042
Si, -0.0005, -0.0032, -0.0013
Si, -0.0047, -0.0026, -0.0012
Si, -0.0017, -0.0003, -0.0017
Si, 0.003, -0.0026, -0.0019
Si, 0.0012, 0.0006, 0.0022
Si, -0.0061, 0.0027, -0.0001
Si, 0.006, 0.0014, 0.0017
Si, 0.0025, 0.0017, -0.0005
Si, -0.0008, -0.0034, 0.0011
Si, -0.0008, 0.0006, 0.0021
Si, 0.0016, 0.002, -0.0015
Si, 0.0035, 0.0059, 0.0017
Si, 0.0013, -0.0022, 0.006
Si, 0.0008, -0.0012, -0.0035
Si, -0.0027, 0.0015, -0.004
Si, 0.0008, -0.003, -0.0077
Si, -0.0016, -0.0019, 0.0011
Si, 0, -0.0001, -0.0006
Si, -0.0017, 0.0025, 0.0003
Si, -0.0024, -0.0008, -0.0065
Si, -0.0008, -0.0035, 0.0014
Si, 0.0026, -0.0008, -0.0001
Si, -0.0024, 0.0025, 0.0032
Si, 0.0032, 0.0046, 0.0025
Si, 0.0028, -0.0028, 0.0027
Si, -0.0029, 0.005, 0.001
Si, 0.0014, -0.0016, 0.0034
Si, 0.0004, 0.0087, 0.0014
Si, 0.0013, 0.0035, -0.0107
Si, 0.0006, -0.0013, -0.004
Si, -0.0032, -0.0032, -0.0044
Si, 0.001, 0.0032, -0.0057
Si, 0.0036, 0, -0.0094
Si, 0.0029, -0.0032, -0.0051
Si, -0.004, -0.0052, -0.0074
Si, -0.0004, -0.0024, -0.006
Si, 0.0049, -0.0078, -0.0005
Si, 0.0026, -0.002, -0.0097
Si, -0.0026, 0.0006, -0.0001
Si, -0.0107, 0.0049, 0.0005
Si, 0.0074, -0.0033, -0.0108
Si, 0.0054, -0.0004, -0.0042
Si, -0.0057, 0.0081, 0.0118
Si, -0.0052, 0.0056, -0.0096
O, 0.0029, -0.0145, -0.0008
O, -0.0162, 0.0155, 0.007
O, -0.0039, -0.0074, -0.017
O, 0.0022, 0.0041, 0.0118
O, 0.0006, 0.0055, -0.0013
O, 0.0026, 0.0016, 0.0006
O, 0.0045, -0.0033, -0.004
O, 0.0025, 0.002, 0.0036
O, 0.0082, -0.0115, 0.0152
O, -0.0083, 0.0094, 0.0108
O, 0.0063, -0.0067, 0.0022
O, -0.0074, 0.007, 0.0072
O, 0.0084, -0.0119, 0.0141
O, -0.0083, 0.0117, 0.0126
O, -0.0079, 0.01, 0.0133
O, 0.0082, -0.0068, 0.0074
O, -0.0168, 0.0149, -0.0192
O, 0.0055, -0.0039, -0.0085
O, -0.02, 0.014, -0.0289
O, 0.0065, -0.0059, -0.0031
O, 0.014, -0.0219, -0.0294
O, -0.0092, 0.0059, -0.0148
O, 0.0116, -0.0098, -0.0123
O, -0.0005, 0.0053, 0.0014
Si, -0.0004, -0.0009, -0.0114
Si, -0.0013, 0.0007, 0.0076
Si, -0.0012, 0.0005, 0.0009
Si, -0.0028, -0.003, -0.0087
Si, -0.0045, 0.0016, -0.0063
Si, -0.0014, -0.0014, 0.0049
Si, -0.002, -0.0004, 0.026
Si, 0.0005, 0.0013, 0.0086
Si, 0.0022, -0.0008, 0.0111
Si, 0.0044, 0.0007, 0.0028
Si, 0.0063, -0.0021, 0.0211
Si, 0.0019, 0.0037, -0.0027
Si, -0.0019, -0.005, -0.0135
Si, 0.0007, 0.0074, -0.007
Si, 0.0056, 0.0018, 0.0037
Si, -0.0007, -0.0017, -0.0156
Si, 0.0011, 0.0006, -0.0029
Si, -0.0012, -0.0041, -0.0052
Si, -0.0011, 0, -0.002
Si, -0.0054, -0.0041, -0.017
Si, -0.0008, 0.0002, -0.0063
Si, 0.0005, -0.0022, -0.0116
Si, 0.001, -0.0017, 0.0042
Si, 0, -0.0046, -0.0038
Si, 0.0007, -0.0013, 0.0032
Si, 0.0001, -0.0002, 0.0055
Si, -0.0017, -0.0015, -0.0069
Si, 0.0061, 0.0073, 0.0317
Si, 0.0029, -0.0004, -0.0104
Si, -0.0059, -0.0023, -0.0152
Si, -0.0001, -0.0021, 0.003
Si, 0.0018, 0.0032, -0.0054
Si, 0.0015, -0.0041, 0.0029
Si, -0.0048, -0.0016, 0.0038
Si, 0.0008, -0.0026, -0.0039
Si, 0, 0.003, -0.0029
Si, -0.0003, 0.0012, 0.0252
Si, 0.0003, 0.0014, -0.0033
O, 0.0017, 0, -0.003
O, 0.0022, -0.0062, 0.007
O, 0.0009, 0.0017, 0.0025
O, 0.0041, -0.0015, 0.003
O, 0.0016, -0.0015, 0.0001
O, 0.0036, 0.0032, 0.0073
O, -0.0005, 0.0005, -0.0012
O, 0.0026, 0.0026, 0.0034
O, 0.0064, 0.0016, 0.0059
O, 0.0006, 0.0093, 0.002
O, -0.0086, 0.0019, -0.0007
O, -0.0035, -0.0016, -0.0026
O, -0.0008, 0.0012, 0.0016
O, 0.0085, 0.0015, 0.0008
O, -0.0117, -0.0109, -0.0061
O, 0.0023, -0.0013, 0.0014
O, 0.0015, 0.001, 0.0081
O, 0.0007, -0.0039, 0.0077
O, 0, 0.0039, -0.0063
O, -0.0032, 0.0033, -0.0067
O, 0.0002, 0.0082, -0.0053
O, 0.0019, -0.0018, 0.0088
O, -0.0001, 0.0002, 0.0024
O, 0.0004, -0.0026, 0.0062
O, 0.0015, 0.001, 0.0092
O, -0.0003, -0.0007, 0.0043
O, -0.0045, 0.0044, 0.0015
O, 0.0082, 0.0042, 0.006
O, -0.0014, -0.0067, 0.0015
O, 0, -0.0024, -0.0015
O, -0.0053, -0.012, -0.0151
O, -0.0007, -0.0017, 0.009
O, 0.0028, 0.0106, -0.0135
O, 0.0003, -0.0043, -0.0028
O, 0.0019, -0.0002, -0.0068
O, -0.0009, -0.0006, -0.0048
O, 0.0011, 0.0001, 0.0003
O, -0.0011, 0.0049, -0.0032
O, -0.002, 0.0041, -0.0004
O, 0.0003, -0.0102, -0.0003
O, 0.0006, 0.0026, 0.0008
O, 0.0033, 0.0017, -0.0072
O, -0.0026, -0.0083, -0.0099
O, 0.0096, 0.0054, 0.0054
O, 0, -0.0045, -0.0047
O, 0.005, -0.002, 0.0077
O, -0.0098, -0.0009, 0.0128
O, 0, -0.0009, 0.0007
O, -0.0016, -0.0009, 0.0003
O, -0.0007, 0.0043, -0.0047
O, -0.0006, -0.0039, -0.0034
O, 0.0028, -0.0016, 0.0085
O, 0.0002, 0.0083, -0.0015
O, -0.0003, -0.0005, 0.0045
O, 0.0026, -0.0016, 0.0031
O, 0.0083, 0, 0
O, -0.0012, -0.0017, -0.0065
O, -0.0008, -0.002, -0.0002
O, 0.0096, -0.0045, -0.0124
O, 0.0006, -0.0031, 0.0033
O, -0.002, -0.0006, 0.0028
O, -0.0002, 0.0112, -0.0028
O, -0.012, -0.0016, -0.0031
O, 0.0028, 0.0074, -0.0004
O, -0.0001, 0.0004, 0.0016
O, -0.0107, 0.0005, 0.0013
O, -0.0044, -0.0027, 0.0085
O, -0.0015, 0.0001, 0.0016

The program warned: the cutoff lies below the one the program advises for these potential files; the forces do not sum to zero within the program's tolerance; the exchange-correlation potential is rough where the density is thin.
